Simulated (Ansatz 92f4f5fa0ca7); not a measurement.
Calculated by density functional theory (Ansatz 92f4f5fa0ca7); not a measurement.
Periodic cell of 273 atoms, Si165O106As2, from a study of silicon, its oxide and their interface. The atomic structure is a simulated model.
Doubt: the cutoff is far below the 930 eV that the study's wrapper takes by default for these files, so forces and energies are approximate.

Settings: functional PBE; potential files Ansatz PAW; basis plane waves; wave-function cutoff 580 eV; density cutoff ratio 5; exchange-correlation grid ratio 1; k mesh 1 x 1 x 1, Gamma-centred; self-consistency stop 5e-08 eV per atom in the density residual; occupations fixed; spin none; net charge 0.

Cell vectors (angstrom)
a, 11.6015, 0, 0
b, 0, 13.3963, 0
c, 0, 0, 29.8085

Atoms and the computed forces on them: element, x, y, z (angstrom), force x, y, z (eV/angstrom)
Si, 11.5486, 0.1844, 22.9197, -0.0005, 0.0019, 0.0001
Si, 3.9135, 0.1561, 23.0337, -0.0004, 0.0008, -0.0005
Si, 7.6693, 0.1224, 23.1481, 0.0015, 0.0009, -0.0015
Si, 2.068, 3.4568, 22.8897, -0.0061, -0.001, 0.0012
Si, 5.9012, 3.6805, 23.0081, -0.0002, -0.0012, 0.0016
Si, 9.7576, 3.535, 23.0339, 0.0051, -0.0024, 0.0004
Si, 11.6591, 6.8598, 23.0682, -0.0009, 0.0009, -0.0006
Si, 3.9557, 7.0352, 23.1801, 0, 0.0018, 0.0005
Si, 7.7873, 6.8897, 23.2598, -0.0006, 0.0021, 0.0001
Si, 2.0355, 10.2382, 23.2505, 0.0008, 0.0009, 0
Si, 5.8591, 10.0973, 23.293, -0.0008, 0.0003, 0.0002
Si, 9.8466, 10.0895, 23.2267, -0.0012, 0.0005, 0.0002
Si, 11.6963, 2.3914, 23.7557, 0.0005, 0.0037, 0.0004
Si, 3.995, 2.4043, 23.7626, 0.0015, 0.0011, -0.0003
Si, 7.7887, 2.4123, 23.7815, -0.0018, 0.0009, 0.0001
Si, 2.029, 5.7085, 23.6998, 0.0012, -0.0021, -0.0007
Si, 5.8277, 5.8037, 23.9868, -0.0002, -0.0021, 0.0002
Si, 9.7374, 5.7272, 23.9006, -0.001, -0.0015, -0.0011
Si, 11.7534, 9.0254, 24.0239, -0.0003, 0.0003, -0.0004
Si, 3.9066, 9.1348, 24.1759, 0, 0, -0.0007
Si, 7.8508, 9.0906, 24.0255, 0.0011, -0.0002, -0.0004
Si, 1.9128, 12.5078, 23.8068, -0.0005, -0.0016, -0.0001
Si, 5.7762, 12.3738, 23.9238, -0.0004, -0.0013, -0.0014
Si, 9.681, 12.3975, 23.7936, -0.0004, -0.0015, -0.0004
Si, 11.6431, 2.2955, 26.1653, 0.0002, -0.0042, -0.0008
Si, 3.912, 2.3057, 26.1768, 0.0009, -0.001, -0.0013
Si, 7.7603, 2.3101, 26.1884, -0.0011, -0.001, -0.0011
Si, 1.9741, 5.6215, 26.1435, 0.0002, 0.0004, 0.0005
Si, 5.8124, 5.6572, 26.3201, -0.0002, 0.0013, 0.0004
Si, 9.7052, 5.6346, 26.2659, 0, 0, 0.0013
Si, 11.6647, 8.9757, 26.3491, 0.0001, -0.0007, 0.0005
Si, 3.8846, 9.0119, 26.463, 0.0003, -0.0002, -0.0008
Si, 7.7914, 9.0054, 26.3523, -0.0003, -0.0002, -0.0008
Si, 1.9231, 12.3857, 26.2074, -0.0006, 0.0017, -0.0005
Si, 5.7975, 12.3301, 26.2827, -0.0001, 0.0004, 0.0009
Si, 9.685, 12.3486, 26.1966, 0.0007, 0.0009, -0.0007
Si, 1.9625, 1.1971, 27.0189, -0.0024, 0.0015, -0.0002
Si, 5.8279, 1.1815, 27.0221, -0.0004, 0.002, -0.0015
Si, 9.6995, 1.1847, 27.0033, -0.0001, 0.0008, 0.0002
Si, 11.6458, 4.5061, 27.0128, -0.0005, -0.001, -0.0002
Si, 3.8778, 4.5095, 27.0352, -0.0007, -0.0009, -0.0008
Si, 7.7548, 4.5165, 27.045, 0.0002, -0.0008, -0.0009
Si, 1.9635, 7.811, 27.0777, -0.0001, 0.0005, -0.0003
Si, 5.8454, 7.8789, 27.0912, -0.0007, -0.0013, -0.0007
Si, 9.7137, 7.853, 27.0742, -0.0006, 0.0008, -0.0008
Si, 11.6137, 11.2368, 27.0391, -0.0003, -0.0003, -0.0014
Si, 3.8456, 11.2678, 27.0767, -0.0009, -0.0012, -0.0005
Si, 7.7596, 11.243, 27.0585, 0.0004, -0.0012, -0.0001
Si, 1.9336, 1.1164, 29.4135, 0.0626, 0.1658, -0.1965
Si, 5.8008, 1.1164, 29.4135, 0.0535, 0.1328, -0.1415
Si, 9.6679, 1.1164, 29.4135, 0.0649, 0.0736, -0.2846
Si, 0, 4.4654, 29.4135, 0.1349, 0.071, -0.102
Si, 3.8672, 4.4654, 29.4135, -0.0748, 0.0428, -0.1001
Si, 7.7343, 4.4654, 29.4135, 0.0993, 0.0348, 0.0248
Si, 1.9336, 7.8145, 29.4135, 0.0096, -0.1722, 0.3045
Si, 5.8008, 7.8145, 29.4135, 0.1028, 0.0392, 0.4074
Si, 9.6679, 7.8145, 29.4135, 0.0837, -0.0034, 0.1847
Si, 0, 11.1635, 29.4135, 0.0111, 0.1686, -0.0522
Si, 3.8672, 11.1635, 29.4135, -0.0911, 0.2801, 0.2689
Si, 7.7343, 11.1635, 29.4135, 0.0446, 0.197, 0.0337
Si, 0, 0, 0.3944, -0.1104, -0.1287, -0.0726
Si, 3.8672, 0, 0.3944, -0.1083, -0.0619, -0.0238
Si, 7.7343, 0, 0.3944, 0.0191, -0.0957, -0.3748
Si, 1.9336, 3.3491, 0.3944, 0.1191, -0.1985, -0.0169
Si, 5.8008, 3.3491, 0.3944, -0.1323, -0.1413, 0.2563
Si, 9.6679, 3.3491, 0.3944, -0.2209, -0.0378, 0.0321
Si, 0, 6.6981, 0.3944, -0.1194, -0.024, 0.0753
Si, 3.8672, 6.6981, 0.3944, 0.013, -0.1127, -0.0385
Si, 7.7343, 6.6981, 0.3944, 0.0023, -0.013, 0.1723
Si, 1.9336, 10.0472, 0.3944, -0.0371, -0.017, -0.0719
Si, 5.8008, 10.0472, 0.3944, 0.1154, -0.0305, -0.1867
Si, 9.6679, 10.0472, 0.3944, -0.0038, -0.1301, -0.041
Si, 11.5456, -0.0514, 2.7603, 0.0019, -0.0038, 0.0009
Si, 3.8416, -0.064, 2.7455, -0.0497, 0.0068, 0.0226
Si, 7.686, -0.0863, 2.7077, 0.0397, -0.0002, 0.0253
Si, 1.9391, 3.2618, 2.7559, 0.0031, 0.0002, -0.0008
Si, 5.7495, 3.2731, 2.8105, 0.0008, -0.0026, 0.0033
Si, 9.5879, 3.3038, 2.7744, -0.0048, 0, -0.0016
Si, 11.5723, 6.6285, 2.7648, -0.0004, -0.0056, -0.0004
Si, 3.8727, 6.6416, 2.7539, 0.0034, 0.0018, 0.0001
Si, 7.727, 6.6623, 2.7829, -0.0033, 0.002, -0.0006
Si, 1.9204, 9.9968, 2.7615, -0.0011, -0.0025, 0.0041
Si, 5.8197, 10.0622, 2.738, -0.0005, -0.0415, 0.0132
Si, 9.6766, 9.974, 2.7614, -0.0011, -0.0005, 0.0048
Si, 11.5503, 2.2038, 3.4572, 0.0008, -0.0044, 0.0003
Si, 3.8298, 2.1031, 3.6744, -0.0044, 0.0032, -0.0069
Si, 7.6629, 2.0925, 3.5739, 0.0042, 0.0059, -0.0051
Si, 1.9138, 5.4993, 3.4878, -0.0037, 0.0009, -0.0019
Si, 5.8025, 5.5258, 3.58, 0.0005, 0.0098, -0.0039
Si, 9.6411, 5.5238, 3.6253, 0.0029, 0.0012, -0.0003
Si, 11.608, 8.8579, 3.5772, 0.0001, 0.003, -0.0071
Si, 3.8994, 8.9009, 3.4635, 0.0007, 0.0051, -0.0049
Si, 7.7285, 8.9072, 3.5777, 0.0009, 0.0012, -0.0055
Si, 1.8829, 12.2289, 3.5487, 0.0085, 0.0103, -0.0083
As, 5.7748, 12.2609, 3.7624, -0.0012, 0.0013, -0.2124
Si, 9.6006, 12.1899, 3.5363, -0.0079, 0.0085, -0.0099
Si, 11.4636, 2.1559, 5.7779, 0.002, 0.0052, 0
Si, 3.7297, 1.9773, 6.1189, 0.018, 0.0065, 0.0053
Si, 7.5743, 1.9064, 5.9565, -0.0168, 0.0045, 0.0059
Si, 1.8807, 5.387, 5.826, 0.0013, -0.0041, -0.0008
Si, 5.7946, 5.442, 5.958, 0.0008, -0.008, -0.0036
Si, 9.6018, 5.4267, 6.0324, -0.0009, -0.005, 0.0012
Si, 11.631, 8.7752, 5.9585, -0.0006, 0.0026, -0.0002
Si, 3.924, 8.7925, 5.789, -0.0163, -0.0042, 0.0055
Si, 7.7452, 8.8162, 5.9642, 0.0247, 0.0039, 0.0055
Si, 1.783, 12.1611, 5.9238, -0.0087, -0.0214, 0.0043
As, 5.6392, 12.0114, 6.9119, -0.0352, -0.0633, 0.5097
Si, 9.5318, 12.0967, 5.9101, -0.0007, -0.0211, 0.0077
Si, 1.6115, 0.9625, 6.7599, -0.0006, -0.0023, 0.0045
Si, 5.653, 0.9695, 7.1755, 0.002, -0.0167, -0.0595
Si, 9.6229, 0.926, 6.6211, -0.0013, -0.0021, 0.0066
Si, 11.5643, 4.3108, 6.7479, -0.0025, 0.0006, -0.0017
Si, 3.8252, 4.2873, 6.5918, -0.0082, 0.0001, 0.0049
Si, 7.6743, 4.138, 6.6441, 0.0063, 0.0009, 0.0033
Si, 2.0332, 7.6123, 6.5425, 0.0095, 0.0015, 0.0001
Si, 5.8213, 7.7101, 6.7374, -0.0053, 0.0108, 0.0097
Si, 9.6979, 7.6947, 6.7617, -0.0122, -0.0001, -0.0002
Si, 11.4411, 10.9777, 6.8046, 0.001, 0.0118, -0.0003
Si, 3.5756, 10.8899, 6.7924, 0.02, 0.0298, -0.1221
Si, 7.7609, 10.9333, 7.033, -0.0168, 0.0239, -0.0955
O, 9.8804, 7.8891, 8.423, 0.0012, -0.0006, -0.0014
O, 9.8878, 0.825, 8.2707, -0.0018, -0.0002, -0.0057
O, 1.0173, 0.8973, 8.3456, -0.0009, 0.0019, -0.0047
O, 2.8026, 10.498, 8.2091, 0.0417, 0.0223, -0.0164
O, 5.8165, 7.8942, 8.3987, 0.0009, -0.0044, -0.0087
O, 5.6468, 1.2634, 8.8381, -0.0035, -0.003, -0.0405
O, 3.7702, 4.3144, 8.2397, 0.0009, 0.0007, -0.0001
O, 7.6421, 3.7158, 8.2741, -0.0018, 0.0009, -0.0018
O, 0.0499, 4.2645, 8.4214, 0, -0.0005, -0.0014
O, 11.1961, 10.9426, 8.4648, -0.0023, -0.001, -0.002
O, 8.2102, 10.7459, 8.6453, -0.0063, 0.0099, -0.0427
O, 2.3878, 7.4687, 8.1445, 0.0002, 0.0022, 0.0018
O, 11.4173, 0.2073, 21.2422, 0.0001, -0.0007, 0
O, 9.7577, 3.6391, 21.3702, -0.0018, 0.0006, -0.0025
O, 4.1419, 7.543, 21.5926, -0.0003, -0.0004, -0.0015
O, 6.0029, 4.1591, 21.3926, -0.0002, 0.0007, -0.003
O, 5.7487, 9.7544, 21.658, 0.0002, -0.0003, -0.0015
O, 2.1422, 3.3815, 21.2093, 0.0024, -0.0004, -0.0031
O, 7.3637, 13.453, 21.5079, -0.0007, -0.0003, -0.0007
O, 4.0112, 0.1568, 21.3707, -0.0001, -0.0003, -0.0008
O, 7.7082, 6.9722, 21.6126, -0.0004, 0.0003, -0.003
O, 2.1237, 10.1728, 21.6018, -0.0005, -0.0004, -0.001
O, 11.5309, 6.972, 21.407, 0, -0.0001, 0.0004
O, 10.1746, 9.6627, 21.6366, 0.0001, -0.0006, -0.0011
Si, 11.5696, 6.4317, 11.3196, -0.0018, 0.0002, 0.0003
Si, 1.5742, 10.3589, 16.2671, 0.0004, 0.0003, 0.0025
Si, 0.2231, 3.6781, 9.938, 0.0008, 0.0017, -0.0005
Si, 8.0847, 12.8614, 20.1815, 0.0003, -0.0003, 0.002
Si, 2.7447, 10.4335, 9.8305, 0.0104, 0.005, 0.0037
Si, 2.5683, 10.3911, 20.0596, 0, -0.0001, 0.0019
Si, 10.3502, 3.6977, 19.8517, -0.0011, 0.0004, 0.0023
Si, 0.2667, 12.7952, 17.1235, -0.0001, -0.0003, 0.0017
Si, 10.8194, 0.6973, 19.7919, -0.0006, 0.0002, 0.0012
Si, 3.1564, 7.7451, 16.2509, -0.0002, -0.0005, 0.0022
Si, 0.3227, 6.4846, 19.9068, 0.0001, -0.0012, 0.001
Si, 9.4064, 2.5375, 14.343, -0.0013, -0.0003, 0
Si, 2.9065, 2.5361, 11.0707, 0.0013, 0.0026, -0.0008
Si, 5.1388, 11.9831, 15.3629, 0.0012, 0.0002, 0.0018
Si, 4.9387, 8.6776, 20.7137, -0.0002, 0, 0.0018
Si, 3.5875, -0.4169, 11.2966, 0.0071, 0.0012, -0.0028
Si, 5.5875, 8.8808, 14.8221, -0.0006, -0.0008, -0.0001
Si, -0.2019, 11.3059, 10.0533, -0.0042, -0.0014, -0.0072
Si, 9.4518, 10.0162, 20.2212, 0, 0.0002, 0.0021
Si, 3.4509, 0.0492, 19.8412, -0.0007, 0.0001, 0.0014
Si, 7.4612, 4.6882, 9.5618, 0.0006, -0.0006, 0.0006
Si, 2.3656, 12.3507, 14.1755, 0.0014, 0.0006, 0.0018
Si, 6.2074, 0.5818, 10.2424, 0.0022, -0.0259, 0.0066
Si, 2.7872, 2.8971, 19.7705, -0.0005, 0.0004, 0.0028
Si, 5.7247, 4.4587, 13.6971, 0.0008, 0.0004, -0.0009
Si, 7.4784, 0.2193, 15.6215, -0.0006, -0.0009, 0.0011
Si, 9.6096, 11.3443, 15.2566, -0.0012, 0.0002, 0.0016
Si, 1.9827, 6.5565, 13.5765, 0.0007, -0.0007, 0.0014
Si, 2.8506, 3.5247, 14.0453, -0.0001, 0.002, 0.0008
Si, 11.6959, 9.1661, 18.4171, -0.0001, 0.0001, 0.0026
Si, 11.2159, 0.8637, 9.229, -0.0009, -0.0019, 0.0027
Si, 9.1144, 7.309, 9.7426, 0.002, -0.0004, -0.0001
Si, 8.6778, 8.5553, 14.6357, -0.0021, 0.0015, 0.0011
Si, 4.7735, 7.1591, 12.3804, 0.0021, -0.0008, 0.0016
Si, 2.9678, 5.6231, 18.7678, -0.0005, -0.0001, 0.002
Si, 2.5273, 7.3808, 9.7448, -0.002, -0.0066, -0.0026
Si, 6.2581, 8.4223, 9.8788, 0, 0.0155, 0.0042
Si, 4.3271, 4.747, 9.6869, 0.0004, -0.0012, -0.0005
Si, 9.3263, 10.4888, 12.3439, -0.0007, -0.0012, -0.0037
Si, 5.9391, 13.0385, 17.9749, -0.0001, -0.0002, 0.0022
Si, 7.976, 4.9249, 18.3955, 0.0003, -0.0004, 0.002
Si, 8.3123, 5.4183, 15.2468, -0.0009, 0.0003, 0.0018
Si, 7.3265, 11.0706, 10.0103, -0.0315, 0.0206, 0.0056
Si, 5.3804, 4.193, 19.88, 0.0001, -0.0004, 0.0023
Si, 0.8023, 1.4905, 15.079, -0.0015, -0.0009, 0.0022
Si, 7.5475, 7.5259, 20.1022, 0.0008, -0.0016, 0.0014
Si, 7.6675, 2.799, 11.9255, -0.0002, -0.0016, -0.0067
O, 3.4449, 6.0621, 10.131, -0.001, -0.0008, 0
O, 1.9662, 2.6538, 15.1172, 0.0004, 0.0003, -0.0019
O, -0.3861, 12.9382, 10.2042, 0.0008, 0.0027, 0.0016
O, 8.3629, 8.8936, 19.8437, -0.0003, -0.0009, -0.0011
O, 2.4092, 1.3085, 19.5276, -0.0004, -0.0003, -0.0016
O, 8.1367, 5.3215, 16.844, -0.0005, 0.0003, -0.0013
O, 2.7366, 11.9809, 19.7124, 0.0001, 0.0002, -0.0014
O, 7.1548, 8.7509, 15.1786, 0.0034, -0.0008, -0.0025
O, 1.2887, 0.1879, 14.2029, 0.0002, -0.0003, -0.0015
O, 4.4161, 3.8228, 14.482, -0.0017, -0.0007, -0.0013
O, 4.2428, 3.408, 10.6518, -0.0012, 0.0015, -0.001
O, 10.9701, 2.0912, 14.5447, 0.0004, -0.0005, -0.0014
O, 11.3709, 4.8235, 11.0183, -0.0003, -0.0018, -0.0007
O, 10.8517, 12.0197, 16.0808, -0.0003, -0.0003, -0.0017
O, 8.9539, 6.9117, 14.8247, -0.0006, -0.0006, -0.0001
O, 1.7787, 3.3483, 10.2451, -0.0029, -0.0005, 0.0016
O, 8.46, 5.916, 9.237, -0.0015, 0, 0.0009
O, 11.1509, 2.2929, 19.5416, 0.0001, -0.0004, -0.0013
O, 5.3874, 7.602, 10.9524, 0.0004, 0.0005, -0.002
O, 11.4127, 7.5892, 18.7924, -0.0005, 0.0001, -0.0013
O, 7.8602, 8.239, 10.1973, -0.0031, 0.0026, -0.0065
O, 10.1265, 7.1393, 11.011, -0.0005, -0.0003, 0.0003
O, 9.2315, 4.1205, 14.7908, -0.0002, -0.0012, -0.0015
O, 8.8223, 11.4688, 20.526, -0.0004, -0.0001, -0.0011
O, 10.492, 10.5177, 11.1797, -0.0078, -0.0002, 0.0033
O, 8.366, 12.249, 15.8106, 0.0003, -0.0004, -0.0015
O, 4.4308, 2.8704, 19.8133, 0.0002, -0.0001, -0.0012
O, 4.6468, 0.2287, 18.7501, 0.0001, -0.0003, -0.0018
O, 10.4666, 10.0882, 18.9557, 0.0002, 0, -0.0015
O, 6.7828, 0.7064, 17.0389, 0.0001, 0.0005, -0.0015
O, 0.5123, 6.7356, 12.8492, 0, -0.0002, -0.001
O, 1.0355, 7.1074, 10.308, 0.0006, 0.0006, 0.0007
O, 3.1402, 7.1756, 12.5886, -0.0015, 0.0001, -0.0014
O, 3.9441, 9.5553, 19.771, 0, -0.0002, -0.0011
O, 6.7981, 5.2213, 14.6552, 0, 0, -0.0003
O, 0.6015, 0.9069, 16.5883, -0.0002, 0.0002, -0.0018
O, 1.5615, 11.7739, 17.1291, -0.0005, -0.001, -0.0013
O, 5.4004, 8.2976, 13.3323, -0.0002, -0.0011, -0.0021
O, 2.9441, 12.3451, 12.6518, -0.0009, 0.0037, -0.0002
O, 6.4557, 3.2108, 12.9446, -0.0002, 0.0009, 0.0004
O, 2.7994, 9.3162, 16.6062, -0.0006, 0, -0.002
O, 5.9967, 7.8921, 19.7548, 0.0004, -0.0004, -0.0012
O, 1.9447, 6.388, 19.7794, 0, 0, -0.0012
O, 1.4376, 9.6869, 19.1541, -0.0002, -0.0003, -0.0015
O, 9.4697, 9.7168, 15.5318, -0.0008, 0, -0.0021
O, 3.0685, 8.8693, 10.252, 0.0001, 0.0165, -0.0086
O, 8.99, 9.0262, 13.071, 0.0013, 0.0016, 0.0006
O, 2.1395, 7.3035, 15.0263, -0.0005, -0.0011, -0.0016
O, 9.1314, 3.8518, 18.791, -0.0009, 0.0004, -0.0019
O, 4.7272, 7.8941, 15.8132, -0.0003, 0, -0.0011
O, 7.2675, 1.5541, 10.978, 0.0002, 0.0051, 0.004
O, 8.1268, 6.3438, 19.1679, -0.0008, 0.0002, -0.0004
O, 5.9054, 5.1527, 9.6472, -0.0007, -0.0017, -0.0007
O, 6.9809, -0.9211, 19.0727, -0.0004, -0.0001, -0.0014
O, 11.0536, 2.2416, 10.1149, 0.0004, -0.0003, 0.0006
O, 9.0175, 2.4363, 12.7598, -0.0022, 0.0007, -0.001
O, 9.7108, 11.4985, 13.6028, 0.0001, -0.0003, -0.0002
O, 6.5608, 4.1955, 18.7618, -0.0001, -0.0001, -0.002
O, 6.0412, 10.0431, 9.9999, 0.0022, -0.0223, 0.0152
O, 1.2892, 10.8044, 10.4389, 0.0175, -0.0043, -0.0054
O, 5.1719, 10.4623, 14.7711, -0.0008, 0.0002, -0.0003
O, 1.6904, 10.9045, 14.6875, -0.0003, 0.0006, -0.0021
O, 11.3788, 13.0669, 18.6497, -0.0002, 0, -0.0009
O, 5.4358, 11.8503, 16.9698, -0.0007, -0.0003, -0.0021
O, 8.019, 10.9697, 11.4897, -0.0003, -0.0012, -0.0116
O, 11.3006, 5.0053, 19.6345, -0.0001, 0.0001, -0.0013
O, 8.3794, 1.4832, 15.1047, 0.001, 0.0016, -0.0024
O, 2.4217, 4.0448, 18.6158, -0.0001, -0.0006, -0.0014
O, 3.6936, 11.6783, 10.3125, -0.0072, 0.0002, 0.0066
O, 9.1861, 0.572, 19.7166, 0.0004, -0.0003, -0.0014
O, 2.782, 2.6384, 12.684, -0.0002, -0.0003, -0.0009
O, 3.6559, 12.6271, 15.1398, -0.0019, -0.0004, -0.003
O, 7.9872, 4.0628, 10.9558, -0.0014, -0.0036, 0.0022
O, 5.1027, 0.1946, 11.3901, -0.0083, -0.0056, -0.004
O, 4.4216, 5.4834, 19.5126, 0.0001, 0, -0.0012
O, 6.219, 13.053, 14.6951, -0.0009, -0.0003, -0.0006
O, 3.0549, 6.5663, 17.4085, 0, 0.0003, -0.0018
O, 2.7844, 0.9241, 10.7412, 0.005, -0.0059, -0.0018
O, 0.2928, 9.4444, 16.8038, -0.0001, -0.0001, -0.0022
O, 5.2312, 5.6147, 12.6543, -0.0009, 0.0006, 0.0003
O, 2.1359, 4.959, 13.8125, 0.0009, -0.0022, -0.0011
O, 6.9447, 12.6204, 9.7955, 0.031, 0.0077, 0.0422

Results
free energy: -174885.747 eV
free energy less fixed offsets of As -4856.12, O -568.88, Si -635.61 eV per atom: 3.423 eV

The program warned: the cutoff lies below the one the program advises for these potential files; the exchange-correlation potential is rough where the density is thin.
